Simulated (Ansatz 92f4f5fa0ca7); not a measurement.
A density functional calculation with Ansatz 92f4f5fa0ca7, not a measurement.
Periodic cell of 237 atoms, Si145O90As2, from a study of silicon, its oxide and their interface. The atomic structure is a simulated model.
Doubt: the cutoff is far below the 930 eV that the study's wrapper takes by default for these files, so forces and energies are approximate.
This geometry differs little from another in the collection (a relaxation step or a small displacement).

Settings
functional: PBE
potential files: Ansatz PAW
basis: plane waves
wave-function cutoff: 580 eV
density cutoff ratio: 5
exchange-correlation grid ratio: 1
k mesh: 1 x 1 x 1, Gamma-centred
self-consistency stop: 5e-08 eV per atom in the density residual
occupations: fixed
spin: none
net charge: 0

Cell vectors (angstrom)
a  11.6015  0  0
b  0  10.938  0
c  0  0  32.0622

Atoms and the computed forces on them: element, x, y, z (angstrom), force x, y, z (eV/angstrom)
Si  -0.1751  -0.0654  23.2647  0.0019  -0.0007  0.0017
Si  3.6849  0.2209  23.0885  0.0023  0  0.0018
Si  7.5684  -0.128  23.4332  0.0013  0.0011  0.0027
Si  1.699  1.385  23.4092  -0.0021  -0.0009  0.0012
Si  5.7522  1.4149  23.1847  -0.0016  -0.0003  0.0009
Si  9.4629  1.2308  23.3469  -0.002  -0.0045  0.0009
Si  0.1874  5.3378  23.4353  -0.0011  0.0001  0.0049
Si  4.1401  5.3014  23.3835  0.0006  -0.0008  0.0007
Si  8.0546  5.6061  23.5473  -0.002  0.0005  0.0029
Si  2.1873  6.607  23.3735  -0.0025  0.0011  0.0041
Si  5.9904  6.7673  23.4664  -0.0003  -0.0012  0.0017
Si  10.0218  6.8756  23.5988  0.002  -0.0022  0.0025
Si  1.9145  2.6745  25.3751  0.0002  -0.0007  0.0006
Si  5.8414  2.6581  25.2533  0.0008  -0.0005  -0.0017
Si  9.6489  2.688  25.2523  0.0011  0  0.0004
Si  11.6116  4.0204  25.3639  0.0009  0.0003  -0.0005
Si  3.9054  3.9795  25.3143  -0.0007  0  0.0005
Si  7.7566  4.0876  25.3385  -0.0001  0.0008  0.0009
Si  1.9894  8.1602  25.2019  0.0014  -0.0004  -0.0001
Si  5.7874  8.173  25.3491  -0.0002  0.0001  0.0003
Si  9.7248  8.2711  25.4307  -0.0013  -0.0008  0.001
Si  11.6526  9.5682  25.2622  -0.0004  -0.001  -0.0019
Si  3.8796  9.5986  25.0634  -0.0006  -0.0013  -0.001
Si  7.7031  9.5261  25.3959  -0.0002  -0.0001  -0.0001
Si  11.6607  -0.0059  27.2078  -0.001  -0.0021  -0.0001
Si  3.9103  -0.0504  27.1189  0.0002  -0.0005  -0.0003
Si  7.7679  -0.0127  27.2763  0.0003  0.0001  -0.0002
Si  1.995  1.319  27.2733  0.0002  -0.0007  -0.0007
Si  5.8367  1.325  27.2044  -0.0006  0.0004  0.0006
Si  9.7063  1.3357  27.203  -0.0002  -0.0005  -0.0006
Si  11.6016  5.4726  27.2299  0.0003  -0.0007  0.0004
Si  3.8561  5.4251  27.2113  -0.0005  0  0.0005
Si  7.7212  5.4617  27.2591  0.0005  -0.0002  0.0001
Si  1.9473  6.8297  27.1824  0  -0.0001  -0.0005
Si  5.7692  6.8026  27.2615  0.0001  -0.001  -0.0005
Si  9.6634  6.8176  27.2798  -0.0006  0.0005  -0.0009
Si  1.9514  2.7262  29.1723  -0.0005  0.0004  0.001
Si  5.7999  2.7117  29.1408  -0.0007  -0.0002  0.001
Si  9.6863  2.7245  29.1415  0.0003  0.0009  -0.0001
Si  0.0167  4.0981  29.1596  0.0001  0.0002  -0.0002
Si  3.8743  4.0906  29.165  0.0003  -0.0014  -0.0005
Si  7.7366  4.0798  29.1718  0.0001  0.0002  -0.0002
Si  1.95  8.1874  29.1391  0.0002  -0.0009  0.0007
Si  5.7968  8.1927  29.1708  0.0005  0.0006  0.0008
Si  9.6782  8.2061  29.1856  0.0001  -0.0027  -0.0002
Si  0.0173  9.5605  29.1497  -0.0005  0.0025  -0.0003
Si  3.878  9.5702  29.1207  0  -0.0005  -0.0006
Si  7.7381  9.5502  29.1871  -0.0004  -0.0001  0.0003
Si  0  0  31.0965  0.0326  0.0426  -0.0627
Si  3.8672  0  31.0965  -0.0045  0.0215  -0.2134
Si  7.7343  0  31.0965  -0.026  0.0537  0.1047
Si  1.9336  1.3673  31.0965  0.0006  -0.0631  0.0768
Si  5.8008  1.3673  31.0965  0.0054  0.0055  -0.1347
Si  9.6679  1.3673  31.0965  0.0093  -0.056  -0.1066
Si  0  5.469  31.0965  0.0264  -0.0276  -0.0345
Si  3.8672  5.469  31.0965  0.0292  0.0233  -0.0242
Si  7.7343  5.469  31.0965  -0.0133  -0.041  -0.0115
Si  1.9336  6.8362  31.0965  0.0047  -0.0305  -0.0849
Si  5.8008  6.8362  31.0965  -0.0271  -0.0652  0.077
Si  9.6679  6.8362  31.0965  0.0582  -0.1507  0.1519
Si  1.9336  2.7345  0.9679  -0.0332  0.0053  0.0864
Si  5.8008  2.7345  0.9679  -0.0336  0.0159  -0.1958
Si  9.6679  2.7345  0.9679  0.05  0.0122  0.0576
Si  0  4.1018  0.9679  -0.0864  0.0476  -0.0765
Si  3.8672  4.1018  0.9679  0.0137  0.0508  0.0956
Si  7.7343  4.1018  0.9679  0.0827  0.0631  0.0639
Si  1.9336  8.2035  0.9679  0.0228  0.0324  -0.1
Si  5.8008  8.2035  0.9679  0.0398  0.1434  -0.1158
Si  9.6679  8.2035  0.9679  -0.0668  0.0727  0.2167
Si  0  9.5708  0.9679  0.0064  0.048  0.2931
Si  3.8672  9.5708  0.9679  -0.14  -0.1222  -0.0177
Si  7.7343  9.5708  0.9679  0.0877  -0.0548  -0.025
Si  11.6058  -0.0105  2.9638  0.0076  0.0005  -0.0061
Si  3.8274  -0.0011  2.9037  0.004  -0.0006  -0.0096
Si  7.7574  -0.0014  2.8964  -0.001  -0.0017  0.0053
Si  1.9139  1.3999  2.9261  0.0025  0.0013  -0.0047
Si  5.7904  1.292  2.8179  -0.0059  -0.0005  0.0006
Si  9.6772  1.3667  2.9116  -0.0064  0.0026  0.0081
Si  11.5719  5.5077  2.8691  0.0013  -0.0069  0.0023
Si  3.883  5.5056  2.8964  0.0031  -0.002  0.0039
Si  7.7444  5.5083  2.8906  0.002  -0.0084  0.0026
Si  1.9158  6.8327  2.8901  -0.0022  0  0.0006
Si  5.8183  6.8547  2.8842  0  0.0025  -0.0037
Si  9.6738  6.9061  2.974  -0.0043  0.0256  0.0012
Si  1.9059  2.8993  4.7823  -0.0093  0.0031  -0.0032
Si  5.7383  2.6133  4.7205  0.0092  -0.0074  -0.0031
Si  9.6028  2.7773  4.8211  -0.0044  -0.0005  -0.0059
Si  11.5113  4.192  4.8082  0.0067  0.0044  0.0075
Si  3.9154  4.1193  4.8063  0.0009  0.0042  -0.0003
Si  7.6115  4.0162  4.7211  -0.0134  -0.0098  0.0036
Si  1.8874  8.1748  4.8286  0.0102  -0.003  0.0062
Si  5.8242  8.2755  4.7697  -0.0048  0.0076  -0.0035
Si  9.6952  8.2829  4.9579  0.0102  -0.0107  -0.0176
Si  11.6381  9.6763  5.0184  -0.0066  0.0251  0.0044
Si  3.8253  9.4954  4.797  0.0031  -0.003  0.0009
Si  7.7638  9.6543  4.8833  0.0061  -0.0021  -0.0019
Si  11.7189  0.4018  6.8604  -0.0037  -0.0475  0.0299
Si  3.7936  -0.0459  6.6676  0.0053  -0.0042  0.0151
Si  7.797  0.047  6.889  0.0032  -0.0178  0.0092
Si  2.1468  1.5887  6.6918  -0.014  0.0051  0.005
Si  5.7613  1.2369  6.6536  -0.0082  0.0091  -0.0057
Si  9.6854  1.5497  6.8457  0.0112  0.0054  0.0003
Si  11.4953  5.589  6.7291  0.0218  0.0042  -0.0147
Si  3.9463  5.4334  6.798  -0.0033  0.0144  -0.0026
As  7.705  5.55  6.5584  -0.0025  0.0145  0.0044
Si  1.9612  6.7077  6.6929  -0.0036  0.0084  0.0262
Si  5.7796  6.9561  6.6996  0.0132  -0.0156  0.025
As  9.7641  7.2503  7.2155  0.0403  0.0468  0.0578
O  10.8688  8.6289  7.9436  -0.0085  0.1016  0.1194
O  7.8206  9.8965  8.1757  -0.0071  0.0011  -0.0002
O  7.2144  4.616  8.0615  -0.0085  -0.0114  0.0022
O  3.3954  10.3615  8.2152  0.0084  0.0031  -0.0104
O  2.144  7.6148  8.0565  0.0114  -0.0204  -0.0366
O  4.0429  4.6016  8.2501  0.0009  -0.0024  0.0005
O  9.7543  2.5085  8.2181  -0.0062  -0.0064  -0.0029
O  2.6715  2.379  8.0918  0.004  0.0022  -0.0086
O  11.415  4.5908  8.0455  -0.0067  0.0038  -0.0026
O  5.4084  2.3603  7.8171  0.0006  -0.0031  -0.0046
O  6.0313  7.8915  8.0536  0.0094  0.001  -0.0065
O  11.7114  10.9885  8.4904  -0.0409  -0.1362  0.0581
O  11.3159  10.0722  21.7907  -0.0012  0.0005  -0.0015
O  3.2473  10.7622  21.5023  -0.0006  -0.0022  -0.0031
O  5.8165  7.7587  22.1376  -0.0027  -0.0003  -0.0002
O  4.2346  4.453  21.9324  -0.0006  -0.001  -0.0007
O  7.6932  9.6986  22.1711  -0.0005  -0.0023  -0.0016
O  10.2846  7.6885  22.1768  0.0002  0.0001  -0.0033
O  1.6187  2.4145  22.1094  0.0017  -0.0002  -0.0015
O  5.9707  2.4536  21.881  -0.0003  0.0026  -0.0032
O  8.4834  4.7219  22.2026  0.0006  -0.0004  -0.0018
O  -0.0234  4.4928  21.9984  -0.0017  -0.0008  -0.0012
O  2.3868  7.4411  21.9557  0.0033  0.0024  0.0033
O  9.1547  1.8961  21.8544  0.0005  -0.0009  -0.0037
Si  2.1185  7.9062  9.6356  -0.0196  -0.007  0.0011
Si  5.0722  0.6003  17.6585  -0.0026  -0.001  0.001
Si  2.5456  5.4628  13.9977  0.0004  -0.0002  -0.0016
Si  10.6857  3.8704  14.0428  -0.002  0.0001  -0.0003
Si  8.3553  2.418  15.2311  0.0019  -0.0041  0
Si  9.5686  2.2655  20.3274  0.0014  0.0016  0.002
Si  10.4881  3.7168  9.0575  -0.0015  0.0167  -0.0071
Si  0.103  2.3609  11.5573  0.0057  0.0012  -0.007
Si  11.0645  8.1676  15.3673  0.0029  -0.0037  -0.001
Si  5.2171  6.9554  13.9588  -0.0009  -0.0001  -0.003
Si  5.8092  2.6552  11.1087  0.0184  0.0054  -0.0136
Si  8.6034  7.6899  19.3678  -0.0002  -0.0003  0.0038
Si  8.1408  4.868  20.6208  -0.0008  -0.0017  -0.0007
Si  5.9614  9.6142  15.1711  -0.0001  0.0004  0.0019
Si  2.1376  7.651  20.3639  0.0025  -0.0032  0.0026
Si  1.9943  4.9116  18.7919  0.0023  0.0014  0.0003
Si  4.5532  3.4619  17.9965  -0.0012  -0.0017  0.0032
Si  8.5419  8.9502  16.793  -0.0006  -0.0025  0
Si  0.8866  9.5394  13.3207  -0.0115  -0.0115  -0.0116
Si  9.994  10.7066  11.7376  0.0262  -0.0051  0.0059
Si  5.3778  3.7189  21.0102  0.0007  -0.0017  0.0056
Si  0.6558  5.5709  16.2519  0.0011  0.0005  0.0016
Si  11.2399  9.5822  9.1925  0.104  -0.0307  -0.1169
Si  6.5848  8.9012  21.2691  0.0004  0.0007  0.0035
Si  7.1558  7.1183  11.4354  0.0023  -0.0038  -0.0118
Si  2.7308  0.7695  12.1506  0.0039  -0.0002  -0.0117
Si  10.8997  8.6739  21.0393  -0.0023  0.0021  0.0037
Si  6.0947  4.336  15.6031  -0.0022  0.0003  0.0021
Si  7.1549  0.5109  12.9463  -0.0082  0.008  0.0025
Si  4.116  2.9936  8.5854  0.0043  0.0056  -0.0011
Si  0.9534  6.8123  11.8932  -0.0072  0.0005  -0.0158
Si  6.7041  9.0418  9.0249  -0.009  -0.0008  -0.0198
Si  0.6971  3.3074  21.1193  -0.0027  -0.0036  0.0051
Si  9.8837  6.5218  12.8467  0.0074  0.004  -0.0093
Si  7.6685  4.5891  9.6296  0.0145  -0.0012  -0.0188
Si  3.9964  10.0988  20.1971  -0.0026  -0.0014  0.0052
Si  4.3137  3.0706  13.5095  -0.0025  -0.0001  -0.0007
Si  3.9968  10.0327  9.7068  -0.0014  0.0015  -0.0047
Si  8.0971  0.8088  18.0049  0.0038  0.0031  0.0017
O  11.676  3.2081  12.942  -0.0009  -0.0016  -0.0021
O  9.2994  4.6211  9.7327  -0.0043  -0.007  0.0019
O  8.8157  3.6222  19.8459  -0.0006  -0.0012  -0.0004
O  4.0785  -0.0464  18.7824  0.0015  0.0028  -0.0053
O  11.4212  4.5515  15.3158  -0.0008  -0.0005  0.0009
O  10.0859  9.8826  10.321  0.0387  0.031  0.0122
O  3.8022  1.5846  13.0797  -0.0046  -0.0011  -0.0011
O  0.7049  9.1091  14.8854  -0.0066  -0.0011  -0.0141
O  6.5121  0.9969  18.3453  0.0013  0.0012  -0.0004
O  4.8137  3.1786  19.5884  -0.0017  -0.001  -0.0053
O  6.3127  1.2194  11.7301  0.0045  0.003  0.0031
O  0.9695  9.0208  9.9679  -0.1343  0.0266  -0.0794
O  5.7118  4.3168  17.2016  0.0019  0.0001  -0.0024
O  8.4896  7.1153  12.3376  -0.006  -0.0018  -0.0054
O  4.4604  2.6551  10.1492  0.0065  -0.0016  0.009
O  2.1311  5.7266  15.5513  -0.002  -0.0003  0.001
O  3.5059  0.0463  10.9161  -0.0055  0.0057  0.0085
O  5.9526  7.239  12.5261  -0.0012  0.0005  0.0012
O  2.3788  6.3459  19.442  0.0017  -0.0049  -0.003
O  0.731  5.0051  17.7723  -0.0033  0.0006  -0.0049
O  8.4674  10.6973  12.3149  0.009  -0.0054  -0.0086
O  5.6077  10.1384  9.5275  -0.0007  0.0018  0.0002
O  0.5974  8.137  20.2186  -0.0055  0.0015  -0.0046
O  9.8516  2.6371  14.6758  -0.0049  -0.0021  0.0029
O  2.0346  10.6685  13.1908  -0.0061  -0.0042  -0.0016
O  9.9758  9.1292  16.0693  0.0013  -0.0011  0.0007
O  6.2061  10.3859  13.7489  0.0051  0.0053  -0.0041
O  7.563  1.607  14.0733  0.0021  -0.0024  -0.0018
O  1.6934  3.8951  20.0028  0.0028  -0.002  -0.0017
O  5.9342  5.8042  14.8955  0.0006  0.0008  0.0006
O  7.3742  8.9656  15.6738  0.0007  -0.0011  -0.0003
O  1.5751  1.6847  11.4671  0.0034  -0.0014  0.0053
O  7.2732  8.3618  10.3828  0.0012  -0.0105  0.0128
O  4.3538  2.0109  17.2636  -0.0009  -0.0004  -0.001
O  7.091  3.2151  10.2849  -0.026  -0.0153  0.0173
O  11.5737  7.0377  16.4115  -0.0025  0.0052  -0.0051
O  8.3301  10.17  17.8117  -0.0021  0.0014  0.0012
O  3.5714  8.4976  10.0782  -0.0098  -0.0075  0.0003
O  7.6486  3.8698  15.4676  0.0019  -0.0035  -0.0009
O  3.2124  4.353  17.8899  -0.0001  0.0001  -0.0019
O  2.964  3.9294  13.7168  -0.0005  0.0004  0.0013
O  1.4107  8.2442  12.5014  -0.0145  0.03  0.0151
O  1.2702  5.7001  13.0233  0.002  -0.0004  0.0024
O  5.0229  8.3288  14.8247  -0.0001  -0.0008  0.001
O  11.189  2.4219  20.315  -0.0018  -0.0022  -0.0009
O  11.0204  10.0355  12.8095  -0.0014  0.0122  -0.0248
O  5.3414  3.6203  12.3508  -0.0005  -0.0005  -0.0022
O  5.1542  3.193  14.8951  0.0011  -0.0007  -0.0011
O  6.5085  4.8276  20.5736  0.0014  0.002  -0.0004
O  8.4517  1.6085  16.6362  -0.002  -0.001  -0.0022
O  10.4582  1.3122  11.5228  -0.0082  -0.0371  0.0036
O  10.9541  6.6998  11.6175  -0.0004  -0.0074  0.0132
O  3.2284  8.7228  19.8289  0.0058  0.0056  -0.003
O  1.7793  6.5635  10.5071  0.0013  0.0202  0.0022
O  7.1854  8.2263  19.937  0.0038  -0.0043  -0.0046
O  8.5316  7.6103  17.736  -0.0003  0.0021  -0.0039
O  3.7285  6.4642  13.5607  0.0001  -0.0001  0.0014
O  9.721  4.9626  13.2957  -0.0006  -0.0022  0.0033
O  5.5194  9.9875  20.7436  0.0013  0.0022  -0.002
O  10.3785  7.406  14.1083  -0.0001  0.0023  0.0078
O  8.7957  6.1853  19.9464  -0.0003  -0.0005  -0.0003
O  7.019  5.788  10.5137  -0.0055  0.0236  0.0154
O  5.2972  10.5696  16.3412  -0.0003  -0.0017  -0.0019
O  9.0781  1.1678  19.2456  -0.0041  -0.0025  -0.0065
O  11.5122  3.2768  10.2308  -0.0021  -0.0063  0.0046
O  9.7633  8.7269  19.873  -0.0042  -0.0009  -0.0043

Results
free energy: -153071.216 eV
free energy less fixed offsets of As -4856.12, O -568.88, Si -635.61 eV per atom: 3.674 eV

The program warned: the cutoff lies below the one the program advises for these potential files; the exchange-correlation potential is rough where the density is thin.
